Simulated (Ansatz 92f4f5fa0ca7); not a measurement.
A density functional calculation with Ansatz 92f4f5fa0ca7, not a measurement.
Periodic cell of 256 atoms, Si144O112, from a study of silicon, its oxide and their interface. The atomic structure is a simulated model.
Doubt: the cutoff is far below the 930 eV that the study's wrapper takes by default for these files, so forces and energies are approximate.
This geometry differs little from another in the collection (a relaxation step or a small displacement).

Settings: functional PBE; potential files Ansatz PAW; basis plane waves; wave-function cutoff 580 eV; density cutoff ratio 5; exchange-correlation grid ratio 1; k mesh 1 x 1 x 1, Gamma-centred; self-consistency stop 5e-08 eV per atom in the density residual; occupations fixed; spin none; net charge 0.

Cell vectors (angstrom)
a 10.938 0 0
b 0 10.938 0
c 5.3342 4.8172 38.3877

Atoms: element, x, y, z (angstrom)
Si 6.9749 3.21 30.9885
Si 9.6967 5.9161 30.9566
Si 6.4795 9.1878 30.8776
Si 9.1678 0.969 30.946
Si 0.9627 3.6751 30.9307
Si 3.6974 6.4682 30.9104
Si 12.3619 8.664 30.8538
Si 4.1999 0.4385 30.893
Si 8.1074 4.794 32.292
Si 10.826 7.5289 32.2412
Si 8.0345 -0.6271 32.2484
Si 10.7735 2.0961 32.2602
Si 2.5761 4.8398 32.2118
Si 5.3211 7.5903 32.2074
Si 13.5319 10.2458 32.1997
Si 5.334 2.0489 32.2197
Si 6.6937 6.1949 33.5785
Si 9.4334 8.9191 33.5765
Si 6.6877 0.7214 33.634
Si 9.4463 3.442 33.6613
Si 12.1763 6.1812 33.6293
Si 14.8991 8.9228 33.6159
Si 12.176 11.6445 33.574
Si 3.9627 3.4525 33.5661
Si 5.3342 4.8172 34.9695
Si 8.0687 7.5517 34.9695
Si 5.3342 10.2862 34.9695
Si 8.0687 2.0827 34.9695
Si 10.8032 4.8172 34.9695
Si 13.5377 7.5517 34.9695
Si 10.8032 10.2862 34.9695
Si 13.5377 2.0827 34.9695
Si 1.3673 -1.3673 3.418
Si 4.1018 1.3673 3.418
Si 1.3673 4.1018 3.418
Si 4.1018 -4.1018 3.418
Si 6.8362 -1.3673 3.418
Si -1.3673 1.3673 3.418
Si 6.8362 4.1018 3.418
Si -1.3673 6.8362 3.418
Si 2.7585 -0.0396 4.7243
Si 5.5238 2.6961 4.7798
Si 2.7301 5.4794 4.7661
Si 5.4733 -2.731 4.8035
Si -2.7289 0.0002 4.8662
Si -0.011 2.7276 4.7695
Si 8.1725 5.5009 4.7477
Si -0.0237 -2.7067 4.7932
Si 1.3865 1.3164 6.0406
Si 4.1518 4.125 6.0516
Si 1.3634 -4.088 6.1202
Si 4.0748 -1.3915 6.1524
Si -4.0984 1.3501 6.2895
Si -1.4059 4.1208 6.0737
Si 6.8404 -4.0789 6.1809
Si -1.355 -1.362 6.2753
Si 0.3455 -0.2111 7.4892
Si 3.0072 2.4835 7.2298
Si -0.2277 -5.2683 7.3668
Si 2.4986 -2.5394 7.4912
Si 5.1397 0.1864 7.5238
Si -3.0054 3.1189 7.4675
Si 5.6247 5.3061 7.4686
Si -2.4766 -3.0398 7.558
Si 6.7014 3.45 36.3367
Si 9.4359 6.1845 36.3367
Si 6.7014 8.919 36.3367
Si 9.4359 11.6535 36.3367
Si 12.1704 3.45 36.3367
Si 3.9669 6.1845 36.3367
Si 12.1704 8.919 36.3367
Si 14.9049 11.6535 36.3367
Si 8.0687 4.8172 37.704
Si 10.8032 7.5517 37.704
Si 8.0687 10.2862 37.704
Si 10.8032 2.0827 37.704
Si 2.5997 4.8172 37.704
Si 5.3342 7.5517 37.704
Si 13.5377 10.2862 37.704
Si 5.3342 2.0827 37.704
Si 1.3673 1.3673 0.6835
Si 4.1018 4.1018 0.6835
Si 1.3673 6.8362 0.6835
Si 4.1018 -1.3673 0.6835
Si 6.8362 1.3673 0.6835
Si -1.3673 4.1018 0.6835
Si 6.8362 -4.1018 0.6835
Si -1.3673 -1.3673 0.6835
Si 0 0 2.0507
Si 2.7345 2.7345 2.0507
Si 0 5.469 2.0507
Si 2.7345 -2.7345 2.0507
Si 5.469 0 2.0507
Si 8.2035 2.7345 2.0507
Si 5.469 5.469 2.0507
Si 8.2035 -2.7345 2.0507
Si 8.0974 3.6446 24.5408
Si 2.8211 9.5728 20.2455
Si 11.5106 3.3298 21.5443
Si 4.7386 -1.8271 14.8816
Si 11.2388 4.2995 24.5935
Si -1.1256 -2.2908 16.995
Si 6.9558 5.3387 22.1119
Si 1.1526 -4.6817 13.3824
Si -2.6048 4.0742 12.6195
Si -2.168 2.7525 15.3568
Si 3.7543 -4.4321 9.7292
Si 3.9602 -0.1162 12.5843
Si -2.0099 -3.9875 12.9966
Si 1.1204 0.8022 12.8368
Si -0.5684 0.2654 10.368
Si 3.2045 1.6331 21.0845
Si 6.0721 -0.0288 10.3933
Si 3.6443 -2.6857 17.6833
Si 0.9495 -4.1825 17.5615
Si 7.9085 7.3455 28.7205
Si 13.2677 0.4645 23.6871
Si 8.8874 7.5084 22.0326
Si 10.419 4.5756 18.9491
Si 8.1303 2.2587 10.3206
Si 3.5059 -3.0293 12.3924
Si 2.5546 4.9625 15.8855
Si 13.1957 1.7483 28.7224
Si 2.7264 2.7051 25.8099
Si 6.193 2.6528 20.6468
Si -2.645 -2.0728 10.5005
Si 11.0191 7.2658 24.2017
Si 10.6652 9.2337 20.0246
Si 1.5921 4.2371 9.4672
Si 7.6146 0.9632 23.0087
Si 5.203 6.9446 24.0926
Si 5.3839 -5.1639 16.8083
Si 5.6559 5.1425 28.7992
Si 2.7403 8.5442 23.182
Si -0.4019 0.3703 15.398
Si 7.4519 3.6976 18.0655
Si 0.5122 2.9617 16.4889
Si 10.4631 0.5973 22.0348
Si 9.4067 8.8879 26.3736
Si 5.3465 4.3564 25.8882
Si 0.4716 3.6221 12.1354
Si 7.2654 9.2543 24.0891
Si 10.9208 -0.4465 28.6723
Si 7.3415 -3.1308 15.5547
O 7.8444 -2.687 9.0516
O 3.4141 -1.4863 11.8912
O 9.6758 3.8812 24.9701
O 3.6749 7.3977 23.8212
O 6.7434 6.2719 28.3624
O -1.317 -4.1583 7.8981
O 13.5078 7.5628 30.3666
O 6.7342 4.1708 7.8994
O 3.0897 -3.2054 8.8775
O 10.4899 -0.2103 20.6298
O 5.0755 4.424 27.4789
O 4.5503 -0.4197 14.0805
O 12.9492 2.7611 20.9848
O 2.3162 3.1855 8.5098
O 12.522 2.9466 29.5977
O -1.5707 1.412 10.9705
O 9.7915 0.268 29.601
O 8.8043 4.4289 18.661
O 5.3394 10.2846 30.3682
O 5.0168 -5.0241 8.8807
O 4.3953 5.8156 29.575
O 1.9282 3.4476 15.7937
O 9.0478 6.6279 29.6305
O 8.2962 9.5078 25.3411
O 1.4134 -1.3853 7.9701
O 7.5398 3.3359 11.3991
O -0.0641 0.6237 8.8572
O 11.651 3.9691 23.0367
O 11.7626 0.3381 23.0072
O 8.0247 3.3284 14.0341
O 9.8479 8.1663 20.9213
O 6.8922 2.612 19.1642
O 7.2349 8.6019 29.527
O 0.3686 5.0114 8.7427
O 12.315 3.5938 25.5879
O 2.8092 0.2763 20.2517
O 0.5019 -0.0359 14.0918
O -0.8454 -1.0234 16.045
O -2.2531 2.8657 8.9155
O -1.3433 -1.1469 10.2355
O 4.2323 -3.9014 11.2088
O 4.0671 1.3937 7.8611
O 12.1452 7.9872 23.2632
O 12.2633 8.9642 20.0344
O -0.7556 3.5674 15.6149
O 6.3003 -1.9115 15.3076
O 3.4847 1.0685 29.5543
O 7.988 6.3359 21.3241
O 13.3365 1.3031 25.0567
O 2.6629 5.3325 10.0028
O 4.6528 -3.9854 17.6968
O 2.0557 -3.0194 17.7702
O -1.7836 1.1898 15.0529
O 8.0666 2.0961 30.4266
O 7.0146 -1.2008 11.044
O 1.9139 -4.9143 14.8132
O -2.181 -3.1495 11.6161
O 1.3978 4.8305 12.6583
O 4.1931 4.9905 15.9586
O 7.8156 4.6271 23.2861
O 4.1479 3.3799 25.2931
O 6.9245 1.2627 9.9142
O 9.0634 0.2414 22.764
O 7.8122 2.907 16.6726
O -0.1232 -3.5064 16.5223
O 9.7857 6.8604 23.2235
O 0.6504 0.1346 11.4283
O 1.9667 -3.5172 12.6026
O -2.6181 -3.1867 14.2638
O 3.8676 -1.8749 16.2706
O -1.06 4.0903 12.15
O 6.3416 3.9788 29.6941
O 6.9166 3.9018 25.6581
O 10.8954 6.1288 18.7028
O 5.4066 -0.554 8.9901
O 2.8278 9.9067 24.0713
O 12.078 0.6365 28.3005
O 2.8946 2.3959 27.3891
O 7.9694 -5.2983 12.8028
O 5.7593 6.2514 22.7273
O 1.9206 -5.4484 17.275
O 10.5627 8.2115 25.4454
O 0.475 1.3242 16.4174
O 10.0851 9.1325 18.5186
O 6.6709 -0.2225 23.6315
O 6.4778 -4.5054 15.7794
O 6.3048 4.2032 21.1559
O 0.9808 3.2954 10.6386
O -0.4338 -4.2874 13.3603
O 6.0774 8.2423 24.5644
O 3.8643 9.1296 19.052
O 8.6213 7.8324 27.3437
O 10.7958 4.7993 30.4113
O 7.9268 8.6066 22.7441
O 4.325 -3.0411 13.826
O 11.5182 5.8766 24.8631
O 3.3587 1.1982 22.6491
O 0.2742 3.4535 18.0344
O 5.0571 0.4966 11.554
O 10.3913 2.1601 21.6397
O 3.2766 8.9196 21.6769
O 5.1799 5.8519 25.2813
O 0.586 2.3149 13.0707
O 7.8794 2.0973 24.1275
O 11.6173 9.2503 29.4936
O 6.9524 1.6124 21.6596
O 6.2288 4.7595 17.7712
O 4.6104 2.25 20.5393
O -2.6732 -2.7937 16.8581
O 10.1731 9.9902 27.3099
O 2.7376 0.9181 12.8021
O 10.8514 4.3812 20.5058

Results
free energy: -155248.400 eV
free energy less fixed offsets of O -568.88, Si -635.61 eV per atom: -6.000 eV

Forces (eV/angstrom), in the order of the atoms: element, x, y, z
Si -0.0387 0.0294 0.0924
Si -0.0314 0.0363 0.0481
Si 0.013 -0.021 0.0122
Si 0.0289 -0.0357 0.0305
Si 0.0309 -0.0201 0.035
Si 0.015 -0.0148 0.0267
Si -0.0154 0.0164 0.0199
Si -0.0167 0.022 0.0305
Si -0.0127 0.0087 -0.0044
Si -0.0213 0.0159 -0.0012
Si 0.0257 -0.0202 0.0059
Si 0.0203 -0.0185 0.0035
Si 0.022 -0.0188 -0.0001
Si 0.0098 -0.0202 0.0088
Si -0.0106 0.0163 0.0025
Si -0.0151 0.0173 -0.0102
Si -0.0045 0.0099 -0.0039
Si -0.0021 0.001 -0.0041
Si -0.0097 -0.0034 0.0175
Si -0.0042 0.0091 0.0125
Si 0.0049 0.003 0.0181
Si 0.0029 -0.0023 0.0078
Si 0.0018 -0.0044 -0.004
Si -0.0023 0.0011 -0.003
Si -0.0414 0.0061 -0.2324
Si -0.0239 0.035 -0.1734
Si -0.0983 -0.0022 0.2213
Si -0.082 -0.0515 0.3384
Si 0.1101 0.0424 0.3566
Si 0.0752 -0.02 0.1971
Si 0.0027 -0.0178 -0.2
Si 0.0127 0.0043 -0.2381
Si -0.1581 -0.1677 -0.305
Si 0.2303 -0.0051 -0.176
Si -0.0569 0.0034 -0.0493
Si 0.0811 0.0924 -0.0105
Si 0.1149 0.1402 0.3332
Si -0.1957 -0.181 0.1416
Si 0.0494 -0.1159 -0.2453
Si -0.0224 0.2213 -0.1325
Si -0.0187 0.0002 -0.0228
Si 0.0102 0.0184 -0.0239
Si -0.0055 0.0057 -0.001
Si -0.005 0.0001 -0.016
Si 0.0006 0.0016 -0.0103
Si -0.004 0.0076 -0.0101
Si 0.0046 -0.008 -0.0194
Si 0.0029 -0.0045 -0.0228
Si -0.0054 0.0071 0.0081
Si -0.0212 0 0.0035
Si 0.0242 -0.0093 -0.0022
Si 0.0244 -0.0155 0.0055
Si 0.0202 -0.0202 -0.004
Si 0.0044 -0.0205 0.0077
Si -0.0106 0.0212 0.008
Si -0.0219 0.0154 -0.0029
Si -0.004 0.0085 -0.0088
Si -0.0103 0.0302 -0.0759
Si 0.0238 -0.0144 -0.0247
Si 0.0019 -0.0245 -0.0259
Si 0.008 -0.0166 -0.0147
Si 0.0123 0.0037 -0.0273
Si -0.0156 0.006 -0.0145
Si -0.0093 0.0079 -0.0175
Si 0.0373 -0.0321 -0.0082
Si 0.02 -0.0275 -0.0162
Si -0.019 0.0057 -0.0181
Si -0.0422 0.0135 -0.0042
Si -0.0195 0.0465 0.0026
Si -0.035 0.0221 -0.0034
Si 0.0152 -0.0188 -0.0161
Si 0.0375 -0.0314 -0.0108
Si -0.0159 0.0279 -0.0135
Si -0.0209 0.009 -0.0154
Si -0.0034 -0.032 -0.0265
Si 0.0051 -0.0237 -0.02
Si 0.0385 -0.0218 -0.0167
Si 0.0433 -0.0004 -0.0259
Si -0.0189 0.026 -0.0143
Si -0.0317 0.0227 -0.0083
Si -0.0189 0.0061 0.0303
Si -0.015 0.0304 0.0166
Si 0.0474 -0.0142 0.0091
Si -0.0007 -0.0101 0.0198
Si 0.0092 -0.0209 0.008
Si 0.0121 -0.034 0.0089
Si -0.0062 0.0018 0.0348
Si -0.0224 0.0269 0.0193
Si 0.0122 -0.0437 0.0118
Si 0.0256 0.0015 0.0208
Si -0.0043 0.0068 0.008
Si -0.0595 -0.0136 -0.0063
Si 0.004 0.0756 -0.0035
Si -0.0123 0.053 -0.0004
Si -0.0427 -0.0644 0.0114
Si 0.0738 -0.0016 0.0031
Si -0.0019 0 0.0004
Si -0.0012 0.0031 0.0059
Si 0.0025 0.001 0.0032
Si 0.0049 -0.0006 -0.0014
Si 0.0016 0.0008 -0.0005
Si 0.0009 0.0028 0.0014
Si -0.0025 0.003 0.004
Si 0.0043 -0.0012 0.004
Si -0.0044 -0.0026 0.0071
Si 0.0013 0.0016 0.0015
Si -0.0058 -0.0024 0.0004
Si 0.0067 0.0004 0.0082
Si 0.0001 0.0097 -0.0017
Si -0.0051 -0.0015 0.0018
Si 0.0001 0.0038 -0.0051
Si -0.0001 0.0025 0.0009
Si -0.0017 -0.0115 -0.0097
Si -0.0018 -0.003 0.0018
Si 0.0021 -0.0013 -0.0026
Si -0.0077 0.0032 -0.0217
Si 0.0002 -0.0011 0.0085
Si -0.0005 -0.0007 0.0059
Si 0.0011 -0.0001 0.0025
Si 0.0052 0.0028 -0.0076
Si 0.0053 -0.0116 0.0015
Si 0.002 -0.0046 0
Si -0.0012 -0.0128 -0.0236
Si -0.003 -0.0055 0.0024
Si -0.0055 0.0003 0.003
Si -0.0101 -0.0043 -0.0009
Si -0.0004 0.0011 0.0082
Si 0.0057 -0.0029 0.0048
Si 0.0015 0.0225 0.0093
Si 0.0025 -0.0064 0.0083
Si -0.0013 0.0022 0.0061
Si -0.0034 -0.0029 -0.0004
Si 0.0026 0.027 -0.0296
Si 0.0027 0.0026 0.0057
Si -0.0037 -0.0008 0.0033
Si -0.0035 0.0032 0.0017
Si 0.0043 0.0045 0.0009
Si -0.0027 0.0016 0.01
Si 0.0017 -0.0006 -0.0054
Si 0.0012 0.0068 -0.0053
Si 0.0067 -0.0016 -0.0029
Si -0.0017 -0.0027 0.0069
Si 0.0104 -0.007 -0.0233
Si -0.0007 -0.0016 -0.0031
O -0.003 0.0073 0.0355
O -0.003 0.0064 -0.0053
O -0.0008 -0.002 0.005
O 0.0012 0 -0.002
O -0.0069 -0.0086 0.018
O -0.014 0.0037 0.0196
O 0.0027 0.0016 -0.0239
O 0.0054 0.005 0.0171
O 0.0119 -0.0097 0.0214
O -0.0002 0.0007 0.0007
O -0.005 -0.0068 0.0059
O -0.0054 0.0018 -0.0024
O -0.0029 0 0.0013
O -0.0142 0.01 0.047
O 0.0066 -0.0023 -0.0178
O 0.0015 -0.0056 -0.0058
O -0.0013 -0.006 -0.0137
O -0.0005 -0.0015 0.0013
O -0.0011 0.0002 -0.0222
O -0.0059 0.0085 0.0158
O 0.0057 -0.0045 -0.0027
O -0.0002 0.0015 0.0036
O 0.0029 0.0081 -0.0229
O -0.0036 0.0012 0.0005
O 0.0011 0.0018 0.0171
O -0.0036 0.0075 0.0029
O -0.0096 0.0095 0.0241
O -0.0022 0.0025 0.0049
O 0.0052 0.0022 -0.0025
O 0.0013 0.0035 -0.0006
O -0.0003 -0.0006 -0.0009
O 0.0012 0.0032 0.0024
O 0.007 -0.0039 -0.003
O 0.0099 -0.0132 0.0177
O -0.0024 0.0023 0.0027
O 0.0006 0.0004 0.0018
O 0.0057 -0.001 -0.0025
O 0.0012 0.0031 0.0062
O 0.0044 -0.0075 0.0256
O -0.0012 -0.0003 -0.0046
O 0.0033 0.0082 0.0133
O 0.0156 -0.0217 0.026
O -0.0023 -0.0001 0.0005
O -0.0069 0.0022 0.0004
O -0.0053 -0.003 0.0044
O -0.005 0 0.0041
O -0.0086 0.0052 -0.0083
O 0.0024 0.0017 0.0009
O 0.0024 0.0016 0.0025
O -0.004 -0.0038 -0.0084
O 0.0008 0.0032 0.0011
O 0.0015 0.0013 0.0047
O -0.0001 -0.001 0.0054
O 0.0157 -0.0091 -0.0324
O 0.0034 -0.0001 -0.0045
O -0.0057 0.0047 -0.0036
O 0.0018 -0.0028 0.0017
O -0.0041 0.0002 0.0014
O -0.0016 0.0008 0.0055
O 0.0024 -0.0046 0.0034
O 0.0023 0.0014 0.003
O 0.0031 0.0004 -0.0016
O -0.0009 0.0043 -0.005
O 0.008 -0.0011 -0.0037
O -0.0024 0.003 0.0033
O 0.0049 0.0011 0.0023
O 0.0065 0 0.0019
O -0.0025 0.0012 -0.0026
O 0.0037 -0.004 -0.0004
O 0.0048 0.0016 -0.0023
O -0.0044 0.0017 0
O -0.0124 0.0025 -0.0481
O 0.0011 -0.0006 0.0056
O 0.0009 0.0029 0.0019
O 0.0077 -0.0059 0.033
O -0.0009 -0.0009 -0.0033
O 0.0033 0.0056 0.0171
O 0.0042 0.0057 0.0067
O 0.0012 -0.0018 0.0004
O -0.0004 -0.0007 -0.0001
O 0.0031 -0.003 -0.0023
O 0.0025 -0.0046 0.0023
O -0.0045 -0.0039 0.0018
O -0.001 -0.0026 -0.0029
O -0.0025 0.0013 -0.0006
O 0.0048 0.006 0.0046
O 0.0035 0.0017 0.0009
O -0.0061 -0.0072 0.0062
O -0.0012 -0.0002 0.0008
O 0.0062 0.0055 -0.0014
O 0.0007 -0.0021 -0.003
O 0.0095 0.0068 -0.0001
O 0.0025 -0.0131 -0.0264
O 0.0004 0.0015 0.0006
O -0.002 -0.0004 0.0017
O -0.0002 0.0035 0.0011
O -0.002 -0.0019 0.0019
O -0.0021 0.0009 -0.0037
O -0.009 0.0035 0.0046
O 0.0019 -0.0032 -0.0021
O -0.0035 -0.0019 0.0042
O -0.002 -0.0049 0.0065
O -0.0006 -0.0017 0.0014
O 0.0006 0.0075 0.0017
O -0.0106 0.009 -0.0093
O 0.0046 -0.0016 0.0019
O 0.0004 0.0029 0.0018
O 0.0029 -0.0011 0.0015
O -0.0033 -0.0007 0.0001
O -0.0087 -0.0033 0.0036
O 0.0023 -0.0018 -0.0026
O 0.0012 -0.0023 -0.0022

The program warned: the cutoff lies below the one the program advises for these potential files; the exchange-correlation potential is rough where the density is thin.
